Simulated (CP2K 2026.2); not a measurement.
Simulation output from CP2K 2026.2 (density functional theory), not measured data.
Periodic cell of 534 atoms, Si358O176, from a study of silicon, its oxide and their interface. The atomic structure is a simulated model.
Doubt: the forces sum to 1.04 eV/angstrom along one axis rather than to zero, so they err by at least 0.0019 eV/angstrom per atom on average; the grid cutoff is modest.

Settings: functional PBE; method Gaussian and plane waves; basis set DZVP-MOLOPT-SR-GTH; pseudopotentials GTH-PBE; grid cutoff 350 Ry, relative cutoff 50 Ry; k points Gamma only; occupations fixed; spin none; net charge 0.

Cell vectors (angstrom)
a 16.4025 0 0
b 0 16.4025 0
c 0 0 35.272

Atoms and the computed forces on them: element, x, y, z (angstrom), force x, y, z (eV/angstrom)
Si 0.03 0.05 0.031 -0.08 -0.055 -0.097
Si 2.8 3.023 35.143 0.012 0.243 -0.082
Si 0.218 4.775 35.122 -0.089 0.005 0.003
Si 2.636 8.674 35.195 -0.65 0.334 0.085
Si 0.286 10.728 0.223 -0.097 0.091 0.137
Si 3.156 13.145 34.991 -0.021 0.006 0.252
Si 5.56 16.158 35.002 0.087 0.082 -0.062
Si 7.719 3.176 35.124 0.005 -0.234 -0.02
Si 5.561 5.522 0.242 0.154 -0.069 -0.159
Si 7.654 8.537 34.968 0.228 -0.028 0.456
Si 5.505 10.964 0.077 -0.118 -0.053 0.247
Si 7.936 13.979 35.101 0.234 -0.169 0.006
Si 11.139 15.803 35.182 -0.156 0.314 0.188
Si 14.133 2.166 0.003 0.07 -0.144 -0.145
Si 10.734 5.298 35.061 0.148 -0.038 0.247
Si 13.784 8.141 0 0.144 -0.105 -0.012
Si 11.467 10.311 35.122 0.046 0.178 -0.152
Si 14.596 12.984 35.148 0.133 -0.11 0.101
Si 1.629 1.327 1.202 -0.138 0.075 -0.201
Si 4.079 4.198 1.439 0.078 -0.176 -0.107
Si 1.644 7.082 1.379 -0.229 -0.12 0.006
Si 4.134 9.642 1.414 0.242 0.116 0.168
Si 1.618 12.236 1.381 0.089 -0.071 -0.34
Si 4.131 14.901 1.129 -0.047 -0.189 -0.24
Si 6.716 1.392 1.089 0.089 -0.017 -0.188
Si 9.418 4.069 1.268 0.086 0.008 -0.162
Si 6.868 7.003 1.413 -0.003 0.116 -0.29
Si 9.598 9.407 1.049 -0.153 0.064 -0.222
Si 6.954 12.314 1.256 0.102 0.28 -0.242
Si 9.527 14.939 1.301 -0.014 -0.132 -0.084
Si 12.366 1.083 1.149 0.036 0.044 -0.195
Si 15.17 3.795 1.386 0.007 0.045 -0.216
Si 12.352 6.605 1.139 -0.209 -0.02 -0.316
Si 15.191 9.404 1.441 -0.108 -0.1 -0.287
Si 12.548 12.132 1.056 0.209 -0.304 -0.068
Si 15.281 14.82 1.309 -0.059 0.045 -0.189
Si 0.215 2.569 2.707 0.007 0.037 0.159
Si 2.847 16.303 2.59 0.065 -0.119 -0.043
Si 0.116 8.128 2.822 0.113 0.046 0.064
Si 2.773 5.54 2.783 -0.047 0.119 0.007
Si 0.216 13.585 2.725 0.064 0.109 0.178
Si 2.84 10.939 2.853 0.041 -0.076 0.016
Si 5.45 2.696 2.63 0.053 0.016 0.158
Si 8.191 0.043 2.541 -0.158 0.153 -0.024
Si 5.476 8.247 2.781 -0.145 -0.012 -0.05
Si 8.218 5.505 2.68 -0.059 0.04 0.181
Si 5.541 13.659 2.623 0.036 0.051 -0.086
Si 8.353 10.89 2.545 0.017 -0.152 -0.169
Si 10.945 2.617 2.48 0.091 -0.031 -0.129
Si 13.747 16.198 2.595 0.053 -0.097 0.068
Si 10.954 8.039 2.523 0.032 -0.033 -0.041
Si 13.732 5.305 2.569 0.097 -0.025 -0.022
Si 11.033 13.507 2.499 0.159 -0.086 -0.07
Si 13.761 10.835 2.65 -0.139 0.026 0.064
Si 1.421 4.078 4.084 -0.069 -0.013 -0.148
Si 4.149 1.294 4.015 0.056 0.067 -0.094
Si 1.41 9.567 4.154 0.149 -0.024 -0.009
Si 4.156 6.848 4.148 0.027 0.067 0.01
Si 1.488 15.03 4.056 -0.048 -0.141 0.022
Si 4.23 12.333 4.11 -0.051 -0.006 -0.064
Si 6.84 4.082 4.004 -0.02 0.017 -0.15
Si 9.596 1.335 3.939 -0.03 -0.001 0.006
Si 6.932 9.62 4.016 -0.016 -0.021 -0.077
Si 9.628 6.795 4.038 0.061 -0.059 -0.058
Si 6.889 15.062 3.978 -0.061 -0.075 -0.121
Si 9.681 12.227 3.956 -0.008 -0.019 0.015
Si 12.319 3.978 3.913 0.029 -0.014 0.061
Si 15.113 1.228 3.981 0.091 -0.07 -0.06
Si 12.31 9.464 3.947 0.067 0.075 -0.131
Si 15.056 6.709 4.011 0.071 -0.008 -0.026
Si 12.328 14.895 3.954 0.033 0.133 -0.034
Si 15.129 12.238 4.021 -0.063 -0.052 -0.104
Si 16.4 0.009 10.858 -0.01 0.01 0.008
Si 2.741 2.749 10.874 -0.008 0 -0.005
Si 16.4 5.475 10.873 -0.004 0.01 0.003
Si 2.733 8.22 10.852 -0.017 0.015 -0.009
Si 16.401 10.947 10.86 -0.007 0.009 0.004
Si 2.734 13.692 10.849 -0.01 0.039 -0.007
Si 5.476 0.019 10.867 -0.018 0.019 0.008
Si 8.217 2.743 10.826 -0.028 0.039 -0.016
Si 5.484 5.484 10.854 -0.012 0.007 0.004
Si 8.222 8.212 10.838 -0.006 0.033 -0.005
Si 5.483 10.958 10.851 -0.03 0.009 0.007
Si 8.22 13.687 10.858 -0.007 0.019 -0.005
Si 10.942 16.4 10.839 -0.017 0.016 0.002
Si 13.67 2.733 10.838 -0.018 0.011 -0.013
Si 10.947 5.464 10.837 -0.016 0.003 0.007
Si 13.675 8.208 10.86 -0.019 -0.022 -0.01
Si 10.95 10.943 10.864 -0.016 0.013 0.011
Si 13.666 13.666 10.846 0.01 0.003 -0.006
Si 1.352 1.389 12.231 0.004 -0.007 0.01
Si 4.102 4.14 12.231 0.007 0.012 -0.003
Si 1.344 6.883 12.232 0.026 -0.033 -0.001
Si 4.092 9.608 12.208 0.012 0.001 0.002
Si 1.35 12.343 12.213 0.028 -0.013 0.007
Si 4.07 15.074 12.223 0.005 -0.048 -0.002
Si 6.836 1.413 12.209 0.019 0.004 -0.022
Si 9.559 4.12 12.198 -0.003 -0.027 -0.006
Si 6.838 6.875 12.211 0.013 -0.005 0.001
Si 9.558 9.588 12.215 -0.018 -0.046 -0.008
Si 6.82 12.346 12.219 0.013 -0.034 -0.007
Si 9.57 15.059 12.229 0.001 -0.004 -0.001
Si 12.287 1.388 12.2 0.058 0.003 -0.004
Si 15.015 4.107 12.223 -0.011 -0.01 0.005
Si 12.294 6.846 12.21 0.018 0.026 -0.007
Si 15.017 9.602 12.234 0.031 -0.011 -0.005
Si 12.3 12.325 12.24 -0.004 -0.014 0.004
Si 15.017 15.048 12.21 0.015 -0.012 0.007
Si 16.379 2.75 13.598 0.024 0.003 -0.026
Si 2.702 0.027 13.615 -0.005 0.042 0.008
Si 16.372 8.252 13.614 -0.017 0.028 0.046
Si 2.734 5.534 13.583 -0.023 -0.007 0.019
Si 16.381 13.703 13.594 -0.026 0.023 0.003
Si 2.717 10.982 13.568 -0.005 -0.008 -0.019
Si 5.475 2.776 13.595 -0.007 -0.027 0.049
Si 8.196 0.051 13.567 -0.056 0.031 0.003
Si 5.472 8.261 13.571 -0.032 -0.002 -0.009
Si 8.203 5.5 13.564 -0.04 0 -0.009
Si 5.426 13.709 13.578 -0.063 0.053 -0.017
Si 8.179 10.965 13.567 0.01 0.033 0.011
Si 10.916 2.759 13.564 -0.02 0.032 -0.017
Si 13.64 0.016 13.56 -0.039 0.034 -0.037
Si 10.928 8.222 13.569 0.005 0.012 -0.011
Si 13.643 5.481 13.585 0.043 -0.003 0.018
Si 10.924 13.694 13.609 0.024 0.002 0.03
Si 13.663 10.974 13.624 0.017 -0.023 0.051
Si 1.337 4.172 14.92 0.009 -0.002 0.029
Si 4.083 1.413 14.955 -0.028 0.022 0.009
Si 1.332 9.669 14.955 0.057 0.023 0.047
Si 4.098 6.928 14.943 0.017 0.001 0.07
Si 1.307 15.077 14.992 0.026 -0.056 0.048
Si 4.053 12.349 14.956 -0.004 0.029 0.038
Si 6.836 4.17 14.956 0.022 0.041 0.061
Si 9.557 1.411 14.946 0.001 -0.012 0.067
Si 6.799 9.646 14.959 -0.008 -0.03 0.095
Si 9.567 6.858 14.933 0.001 0.058 0.066
Si 6.77 15.128 14.898 0.044 -0.008 -0.011
Si 9.529 12.317 14.947 -0.087 -0.035 -0.008
Si 12.245 4.137 14.945 -0.002 -0.069 0.044
Si 14.997 1.358 14.938 -0.035 -0.017 0.004
Si 12.259 9.598 14.956 -0.032 -0.05 -0.009
Si 14.973 6.876 14.962 -0.052 -0.071 0.037
Si 12.27 15.105 14.965 0.111 0.041 0.04
Si 15.014 12.377 14.998 0.018 0.026 0.06
Si 16.314 0.018 16.379 -0.052 0.022 0.048
Si 2.707 2.818 16.276 0.166 0.099 -0.021
Si 16.37 5.525 16.305 0.169 -0.026 0.097
Si 2.737 8.336 16.295 -0.119 -0.046 -0.005
Si 16.392 11.034 16.379 -0.009 -0.005 0.053
Si 2.674 13.695 16.348 -0.02 -0.012 0.112
Si 5.438 0.056 16.344 0.008 0.099 0.196
Si 8.232 2.814 16.313 -0.099 -0.045 0.044
Si 5.476 5.578 16.313 -0.015 -0.031 0.07
Si 8.218 8.269 16.262 0.061 -0.103 0.051
Si 5.424 11.028 16.352 -0.024 -0.025 0.05
Si 8.107 13.734 16.202 -0.034 0.136 0.015
Si 10.879 0.04 16.354 -0.008 0.056 0.068
Si 13.584 2.706 16.25 -0.018 0.013 0.075
Si 10.894 5.501 16.359 -0.008 0.033 0.035
Si 13.543 8.188 16.348 0.048 0.116 0.015
Si 10.894 10.962 16.333 0.024 -0.003 0.103
Si 13.653 13.796 16.358 -0.098 0.012 -0.062
Si 1.299 1.479 17.599 0.057 -0.084 -0.159
Si 4.059 4.228 17.648 -0.028 -0.017 0.011
Si 1.35 6.983 17.625 0.007 0.031 -0.137
Si 4.035 9.698 17.751 0.001 0.103 0.211
Si 1.318 12.418 17.864 0.017 0.045 0.158
Si 4.043 15.056 17.708 -0.051 0.047 -0.15
Si 6.838 1.498 17.672 -0.128 0.115 -0.191
Si 9.583 4.128 17.773 -0.056 -0.004 0.016
Si 6.902 6.936 17.672 0.024 0 -0.049
Si 9.534 9.574 17.73 -0.018 -0.145 0.016
Si 6.775 12.482 17.661 -0.109 0.052 -0.017
Si 9.409 15.052 17.613 -0.04 -0.054 -0.137
Si 12.24 1.426 17.744 0.115 -0.001 0.103
Si 14.931 4.095 17.56 -0.037 -0.203 -0.096
Si 12.169 6.853 17.824 -0.083 0.019 0.085
Si 14.916 9.634 17.589 -0.04 -0.048 -0.21
Si 12.184 12.471 17.625 0.031 0.111 -0.132
Si 14.95 15.106 17.881 -0.045 0.047 0.092
Si 16.367 2.851 18.927 -0.098 -0.025 -0.13
Si 2.708 0.182 18.917 -0.008 -0.026 0.035
Si 16.287 8.31 18.926 -0.028 -0.095 0.322
Si 2.771 5.704 19.002 -0.002 -0.164 0.406
Si 16.251 13.719 19.325 0.033 -0.263 0.285
Si 2.699 11.069 19.304 -0.259 -0.318 0.135
Si 5.496 2.941 19.02 -0.022 0.066 0.362
Si 8.144 0.068 18.984 0.032 0.016 0.172
Si 5.608 8.417 18.974 -0.019 0.084 0.496
Si 8.176 5.491 19.092 -0.252 0.078 0.218
Si 5.362 13.716 19.182 0.142 0.071 -0.025
Si 8.195 11.123 18.903 0.056 0.092 0.527
Si 10.987 2.846 19.199 0.11 -0.103 0.419
Si 13.451 0.003 19.24 -0.014 0.107 0.143
Si 10.73 8.165 19.316 -0.028 0.103 0.353
Si 13.638 5.393 18.993 0.003 -0.028 0.43
Si 10.671 13.673 19.018 0.089 -0.113 0.458
Si 13.555 11.067 18.843 0.058 -0.09 0.271
Si 1.025 4.526 20.1 0.371 0.535 0.271
Si 4.256 1.339 20.149 0.125 0.248 0.107
Si 0.934 9.783 20.426 0.032 0.243 -0.194
Si 4.467 6.882 20.284 -0.029 0.035 -0.468
Si 0.98 14.923 21.085 -0.127 0.016 -0.728
Si 4.262 12.262 20.761 0.371 -0.36 -0.289
Si 6.569 4.49 20.52 0.081 -0.349 -0.547
Si 9.758 1.158 20.32 0.102 -0.163 0.145
Si 6.648 10.172 20.324 -0.017 -0.315 -0.698
Si 9.142 6.753 20.811 0.372 -0.082 -0.745
Si 6.478 15.448 20.318 -0.034 0.057 0.251
Si 9.743 11.993 20.536 -0.17 0.219 -0.311
Si 12.631 4.007 20.687 -0.078 0.179 -0.676
Si 14.441 1.4 20.928 -0.298 -0.265 -0.081
Si 12.087 9.909 20.209 -0.128 0.051 0.117
Si 15.197 6.632 20.204 0.127 0.059 0.054
Si 11.747 15.197 20.389 -0.281 0.102 -0.07
Si 15.037 11.986 20.455 0.124 0.029 -0.194
Si 15.123 16.347 22.713 -0.137 0.489 -0.01
Si 2.764 3.089 22.222 0.008 -0.105 -0.096
Si 15.43 8.556 24.808 -0.153 -0.105 0.314
Si 2.631 8.112 22.495 -0.08 -0.096 -0.119
Si 3.007 10.617 24.347 0.048 -0.072 0.505
Si 3.069 13.111 22.762 0.165 0.155 0.095
Si 7.874 2.492 22.584 0.026 -0.068 -0.049
Si 3.668 5.564 23.467 -0.013 -0.203 0.377
Si 8.691 12.025 23.565 0.153 -0.072 0.055
Si 9.686 9.385 24.792 0.134 0.202 0.39
Si 12.581 9.051 24.767 0.062 0.041 0.339
Si 10.519 5.093 25.919 0.015 -0.099 0.358
Si 11.015 5.098 22.878 0.049 0.051 0.363
Si 14.528 16.037 25.64 -0.134 -0.048 0.283
Si 13.88 8.47 22.33 -0.084 -0.055 -0.041
Si 8.756 14.846 25.055 0.004 0.048 0.082
Si 13.327 13.673 22.55 -0.245 -0.363 -0.246
Si 5.536 1.589 27.791 0.084 0.038 -0.013
Si 5.543 6.643 25.218 0.025 0.153 0.16
Si 0.392 5.907 25.78 0.075 -0.002 0.015
Si 7.712 8.628 22.584 -0.032 0.231 0.424
Si 4.307 15.223 24.934 0.273 0.177 0.34
Si 2.131 3.579 25.007 -0.004 -0.026 0.138
Si 5.411 4.662 27.216 -0.035 -0.033 0.083
Si 9.958 6.341 30.162 0.219 -0.106 -0.2
Si 6.096 10.4 24.314 0.14 0.093 0.306
Si 12.685 12.202 25.278 -0.037 -0.254 0.42
Si 7.263 8.864 26.462 0.067 0.118 0.193
Si 10.25 2.671 24.322 0.095 -0.206 0.393
Si 11.274 0.083 25.515 -0.027 0.034 0.149
Si 12.267 6.097 28.418 0.007 -0.043 -0.068
Si 0.001 9.206 29.021 -0.128 0.014 -0.085
Si 0.766 10.765 26.377 -0.094 -0.034 0.073
Si 15.301 13.119 26.494 -0.162 -0.078 0.078
Si 2.823 1.019 26.717 0.018 0.016 0.057
Si 2.545 5.627 31.477 -0.085 -0.034 -0.378
Si 4.227 0.179 32.04 0.105 -0.072 -0.208
Si 3.24 6.742 27.087 0.022 -0.094 0.07
Si 16.372 0.476 28.066 -0.021 0.106 0.074
Si 6.054 14.766 30.24 0.164 -0.112 -0.109
Si 6.588 11.908 30.712 0.028 0.089 -0.227
Si 8.125 2.1 29.37 0.11 -0.101 -0.247
Si 6.735 16.212 23.156 0.253 -0.183 0.228
Si 11.703 3.973 30.36 -0.189 0.07 -0.428
Si 6.441 15.328 27.036 0.099 -0.128 -0.013
Si 10.655 10.686 29.535 0.007 -0.016 -0.221
Si 10.294 16.269 28.308 0.027 -0.022 0.024
Si 15.985 15.405 30.637 -0.13 0.242 -0.102
Si 15.243 6.431 28.182 -0.101 -0.029 0.069
Si 11.996 1.23 30.166 0.152 -0.006 -0.156
Si 11.223 13.29 27.896 0.038 -0.032 0.092
Si 13.592 10.41 30.173 -0.055 -0.057 -0.268
Si 15.905 4.891 30.826 0.021 -0.097 -0.244
Si 4.36 3.152 32.275 -0.143 0.024 -0.23
Si 2.806 8.207 29.697 -0.087 -0.045 -0.124
Si 3.877 7.482 33.556 0.086 -0.15 -0.258
Si 15.184 1.827 30.392 -0.049 0.022 -0.079
Si 7.671 9.548 29.401 0.134 0.176 -0.265
Si 8.282 4.919 28.034 -0.001 -0.041 -0.095
Si 7.58 3.539 32.205 0.091 -0.09 -0.154
Si 5.349 9.252 31.263 0.118 0.082 -0.383
Si 8.793 6.511 32.815 0.02 0.048 -0.067
Si 10.91 15.842 32.28 -0.163 0.206 -0.469
Si 8.43 13.993 31.965 -0.184 -0.018 -0.163
Si 12.624 3.94 33.305 -0.015 -0.267 -0.179
Si 1.622 14.975 32.879 -0.028 -0.081 0.048
Si 11.744 11.103 32.285 0.017 -0.181 -0.429
Si 14.645 6.085 33.202 0.067 0.152 -0.221
Si 14.099 13.416 29.29 -0.089 0.03 -0.141
Si 12.749 13.964 33.337 -0.065 0.262 -0.243
O 2.739 15.997 32.3 -0.135 -0.115 -0.23
O 0.741 15.726 34.016 0.235 -0.106 0.222
O 3.807 2.927 33.811 0.013 -0.203 0.318
O 4.112 1.723 31.516 -0.123 -0.123 -0.194
O 15.725 5.037 33.794 -0.097 -0.047 -0.443
O 1.487 3.872 34.585 -0.191 -0.122 0.087
O 2.734 6.555 32.805 -0.028 0.484 0.282
O 0.692 6.27 0.284 -0.142 -0.253 -0.107
O 15.684 11.781 34.63 -0.246 0.461 0.61
O 1.368 9.746 34.658 0.586 -0.661 0.025
O 9.342 9.663 29.396 -0.135 -0.148 -0.138
O 2.377 13.686 33.597 0.35 -0.375 0.127
O 6.754 15.053 34.73 -0.085 -0.104 0.319
O 5.067 0.131 33.448 0.025 0.078 0.451
O 8.135 2.771 33.554 -0.055 -0.049 0.311
O 8.179 2.69 30.913 0.113 0.045 0.257
O 4.874 6.389 34.278 -0.172 0.252 0.298
O 5.947 3.499 32.166 0.041 0.122 0.299
O 7.883 7.668 33.558 -0.321 0.197 0.017
O 6.583 9.806 34.636 -0.222 0.227 0.304
O 4.368 12.021 34.563 -0.02 0.11 0.232
O 5.662 10.852 31.589 -0.251 -0.059 -0.013
O 9.86 14.751 31.61 0.077 0.1 0.039
O 8.52 13.691 33.573 0.208 -0.251 0.475
O 10.421 16.311 33.77 0.095 0.047 0.255
O 12.011 14.426 34.752 0.019 0.298 0.016
O 15.276 1.088 34.704 -0.025 0.146 0.546
O 13.649 2.812 33.837 0.153 0.196 0.169
O 9.97 6.216 33.917 0.263 0.139 0.34
O 11.291 3.948 34.236 -0.12 -0.136 -0.161
O 14.614 7.543 33.929 -0.1 -0.102 0.375
O 12.721 9.277 34.731 -0.18 0.265 0.436
O 10.656 11.199 31.078 0.161 0.048 0.225
O 10.922 10.529 33.558 -0.003 -0.131 0.462
O 12.615 13.698 28.66 0.199 -0.082 0.071
O 14.315 13.781 33.703 0.017 -0.222 -0.178
O 1.51 3.566 21.333 0.182 0.094 0.21
O 16.374 5.619 20.815 0.286 0.04 -0.564
O 3.57 1.858 21.564 0.115 0.118 0.097
O 3.268 16.353 25.542 -0.147 -0.127 -0.01
O 1.89 13.889 21.948 -0.095 -0.029 0.252
O 1.389 8.75 21.653 -0.122 -0.056 0.124
O 3.888 7.903 21.463 0.136 0.076 -0.031
O 2.432 6.602 23.126 -0.159 -0.075 -0.217
O 1.946 15.893 20.215 0.289 -0.027 -0.224
O 0.19 15.877 22.16 -0.021 0.137 -0.149
O 7.8 9.818 21.476 -0.107 0.013 0.044
O 2.347 11.762 23.394 -0.274 0.228 -0.302
O 5.538 5.74 20.87 -0.125 -0.05 0.095
O 7.214 3.846 21.923 -0.11 0.039 0.2
O 10.351 15.195 25.132 -0.13 0.095 -0.048
O 8.977 1.877 21.564 -0.084 0.182 0.097
O 6.326 10.073 25.904 -0.163 0.154 0.085
O 6.354 15.047 28.65 -0.146 -0.115 0.142
O 9.927 5.823 21.916 -0.174 -0.108 0.046
O 7.8 7.281 21.677 -0.089 -0.285 -0.023
O 6.987 15.196 21.887 0.223 -0.026 -0.417
O 5.241 0.107 20.629 -0.024 -0.167 -0.134
O 9.068 12.382 22.01 -0.159 0.129 -0.041
O 10.982 10.954 20.934 0.195 -0.239 -0.417
O 12.387 5.086 21.957 -0.036 0.063 -0.218
O 12.868 16.105 25.664 0.193 -0.094 -0.106
O 13.484 2.717 21.288 0.401 -0.036 -0.104
O 15.824 1.874 20.179 -0.113 0.393 0.015
O 12.616 8.229 23.345 0.091 -0.252 0.026
O 13.301 9.576 21.3 0.163 -0.022 -0.018
O 14.376 7.155 21.541 -0.247 0.174 -0.206
O 13.935 8.528 25.566 -0.081 0.249 0.042
O 12.057 14.16 21.649 -0.014 0.146 -0.041
O 10.733 16.384 21.033 0.196 0.116 -0.609
O 16.173 10.868 20.994 -0.007 -0.264 -0.396
O 14.208 12.514 21.795 -0.176 0.062 0.061
O 3.979 1.032 27.907 0.059 -0.053 0.066
O 15.087 0.414 24.302 0.262 0.122 -0.054
O 5.072 6.406 23.661 -0.202 -0.063 -0.208
O 5.335 3.055 27.136 -0.116 0.053 0.09
O 16.256 7.133 24.815 -0.124 0.054 -0.264
O 13.673 6.872 28.241 -0.035 0.066 -0.199
O 8.024 15.948 24.119 -0.028 0.396 -0.108
O 2.14 2.656 23.664 -0.06 -0.175 -0.337
O 2.324 10.671 25.848 -0.095 0.115 -0.302
O 2.893 9.115 23.742 0.111 0.047 -0.202
O 3.58 14.053 24.046 -0.132 -0.377 -0.064
O 5.335 15.947 23.911 -0.108 0.268 -0.284
O 9.028 5.318 26.609 0.074 -0.135 0.019
O 12.642 4.759 29.286 0.045 0.119 0.046
O 6.858 7.494 25.67 -0.206 -0.026 -0.309
O 3.783 4.376 22.354 -0.062 0.043 -0.072
O 6.344 9.015 23.435 -0.098 -0.327 -0.017
O 9.011 8.538 23.571 -0.112 -0.12 -0.448
O 7.153 11.493 23.743 -0.147 0.064 -0.311
O 8.738 13.364 24.444 -0.168 -0.122 -0.141
O 6.694 1.39 22.762 -0.326 -0.004 -0.152
O 8.799 9.255 26.141 0.084 -0.171 -0.102
O 11.026 1.24 24.394 -0.111 0.134 -0.136
O 10.628 3.469 25.705 -0.125 -0.073 -0.084
O 10.84 5.73 24.416 0.175 -0.061 -0.192
O 11.634 5.673 26.97 -0.171 -0.131 -0.032
O 13.587 1.525 30.223 -0.107 0.14 0.306
O 10.849 3.481 23.043 -0.072 0.217 -0.387
O 15.119 8.993 23.261 0.115 -0.134 0
O 0.482 10.349 27.94 0.246 -0.032 0.154
O 14.097 12.113 26.083 -0.035 0.129 0.271
O 11.086 8.725 25.328 0.06 -0.137 -0.333
O 14.216 15.004 22.694 -0.049 0.005 0.006
O 12.744 13.175 23.983 -0.168 -0.011 -0.249
O 0.718 4.426 25.13 -0.095 0.084 -0.045
O 1.747 6.371 26.564 -0.017 0.14 -0.088
O 5.834 5.129 25.721 -0.173 -0.016 0.046
O 4.026 5.414 27.705 -0.068 -0.208 -0.148
O 15.741 5.349 29.28 -0.132 -0.017 0.045
O 1.05 5.023 31.302 -0.068 0.225 0.248
O 4.595 10.992 24.297 0.112 0.291 -0.108
O 5.488 11.104 21.061 -0.579 0.308 0.199
O 5.207 14.617 26.197 -0.08 -0.26 -0.254
O 5.635 13.182 30.339 -0.015 -0.303 -0.03
O 1.385 0.557 27.295 -0.004 -0.065 0.018
O 6.319 0.548 26.794 0.065 -0.007 0.034
O 2.545 2.562 26.206 0.21 0.155 -0.206
O 6.528 1.731 29.097 -0.233 -0.22 0.17
O 8.763 6.034 29.12 0.003 0.204 0.059
O 11.686 0.011 29.152 0.179 -0.153 0.2
O 0.293 12.327 26.179 0.026 -0.03 0.023
O 10.458 11.998 28.565 -0.22 -0.13 0.102
O 12.206 10.083 29.267 0.159 -0.085 0.129
O 7.18 8.742 28.068 -0.147 -0.355 -0.097
O 12.543 10.684 24.694 0.246 0.008 -0.208
O 8.625 2.676 24.046 -0.151 -0.149 0.028
O 10.233 14.62 28.045 0.171 -0.13 -0.075
O 15.105 14.494 25.635 0.208 0.132 -0.038
O 10.607 0.631 26.902 -0.231 0.002 -0.146
O 15.541 5.663 26.784 0.02 -0.257 0.103
O 15.139 0.304 26.998 -0.221 0.103 -0.16
O 16.097 7.815 28.223 -0.009 -0.037 -0.113
O 11.264 2.589 29.628 0.164 -0.046 0.123
O 1.33 8.923 29.97 0.1 -0.052 0.239
O 16.322 9.733 25.454 -0.08 0.022 0.088
O 14.027 11.968 30.005 -0.147 -0.022 -0.121
O 11.571 12.788 26.354 -0.086 0.203 -0.178
O 4.876 15.72 30.805 -0.235 0.161 -0.113
O 0.18 15.652 29.128 -0.014 -0.337 -0.185
O 3.277 4.746 24.846 0.022 0.206 -0.019
O 15.451 3.314 31.022 0.124 0.299 0.421
O 3.563 4.349 31.485 0.367 0.033 0.094
O 15.962 1.806 28.942 0.189 -0.109 -0.254
O 3.04 7.998 28.101 0.088 0.17 0.012
O 14.976 6.01 31.601 -0.266 0.096 0.155
O 4.234 7.333 25.933 0.136 0.259 -0.242
O 2.851 6.671 30.258 -0.155 -0.192 -0.019
O 15.714 0.52 31.258 0.101 -0.2 0.095
O 6.811 8.768 30.597 0.052 0.084 0.228
O 7.094 11.09 29.379 -0.061 0.201 -0.129
O 4.049 9.126 30.247 -0.07 0.262 0.072
O 8.031 5.135 32.313 -0.065 0.063 -0.118
O 6.665 5.111 28.148 0.001 0.282 -0.132
O 11.178 0.85 31.523 -0.018 0.011 0.144
O 6.63 4.415 34.867 0.079 0.012 0.067
O 8.608 3.343 28.391 0.393 -0.159 -0.015
O 10.432 4.889 30.75 -0.159 -0.164 0.347
O 7.902 14.838 26.47 0.035 0.16 -0.01
O 9.729 10.937 24.25 0.245 -0.04 -0.112
O 7.332 15.006 31.258 0.083 0.224 0.05
O 7.975 12.508 31.385 -0.039 -0.128 0.171
O 11.214 6.993 29.315 -0.242 0.128 0.042
O 9.04 0.719 29.029 -0.013 -0.09 -0.13
O 0.623 14.609 31.619 -0.077 -0.177 0.275
O 14.614 14.513 30.397 -0.114 0.134 0.363
O 9.46 7.197 31.455 0.068 -0.147 0.324
O 14.982 9.584 29.805 -0.13 -0.235 0.088
O 12.439 3.59 31.738 0.377 -0.115 0.333
O 13.153 5.476 33.435 -0.051 -0.079 -0.21
O 15.201 13.409 28.088 0.215 0.104 0.119
O 12.401 15.162 32.298 0.132 -0.125 -0.133
O 13.062 10.245 31.735 0.081 0.175 0.271
O 12.192 12.601 32.7 0.228 0.119 0.256
O 4.871 8.372 32.559 -0.102 -0.082 -0.013
Si 0.063 16.343 5.412 -0.062 -0.002 -0.029
Si 2.796 2.691 5.399 0.02 0.004 -0.018
Si 0.016 5.409 5.423 -0.086 -0.061 0.069
Si 2.777 8.2 5.486 -0.014 0.02 0.052
Si 0.028 10.923 5.467 0.008 0 0.029
Si 2.815 13.673 5.445 0.075 0.056 -0.02
Si 5.526 16.379 5.401 0.002 0.022 -0.055
Si 8.244 2.714 5.341 0.043 0.05 -0.046
Si 5.524 5.436 5.437 -0.072 -0.008 -0.016
Si 8.259 8.199 5.379 -0.015 -0.019 -0.046
Si 5.575 10.942 5.436 0.039 0.081 0.022
Si 8.276 13.643 5.303 0.028 0.046 -0.06
Si 10.964 16.336 5.3 0.014 -0.024 -0.059
Si 13.711 2.645 5.315 -0.007 0.016 -0.075
Si 10.998 5.386 5.347 -0.017 0.031 -0.081
Si 13.692 8.131 5.345 -0.06 -0.039 -0.036
Si 10.994 10.86 5.359 -0.01 -0.025 -0.061
Si 13.72 13.606 5.361 0.015 -0.011 -0.026
Si 1.4 1.35 6.765 -0.04 0.05 -0.008
Si 4.133 4.076 6.779 0.043 -0.027 0.005
Si 1.374 6.806 6.786 0.026 0.033 0.015
Si 4.165 9.589 6.795 -0.013 -0.063 -0.022
Si 1.408 12.314 6.788 -0.022 -0.032 -0.008
Si 4.159 15.049 6.796 -0.003 -0.048 0.039
Si 6.881 1.368 6.739 -0.015 -0.021 0.011
Si 9.601 4.071 6.726 -0.004 -0.029 -0.012
Si 6.888 6.838 6.76 0.001 -0.023 -0.02
Si 9.612 9.553 6.756 -0.008 0.024 0.025
Si 6.924 12.335 6.76 -0.043 -0.07 -0.001
Si 9.6 15.012 6.709 0.009 -0.012 -0.011
Si 12.319 1.311 6.691 0.042 -0.02 -0.019
Si 15.032 4.035 6.744 0.05 0.029 -0.012
Si 12.327 6.784 6.73 0.088 -0.021 0
Si 15.03 9.521 6.752 0.032 0.014 -0.005
Si 12.335 12.258 6.726 0.064 -0.043 0.012
Si 15.057 14.994 6.747 0.031 -0.015 -0.007
Si 0.016 2.711 8.126 -0.02 -0.013 -0.001
Si 2.765 0.006 8.143 0.019 0.009 -0.008
Si 0.003 8.184 8.136 -0.007 -0.027 -0.008
Si 2.753 5.447 8.14 -0.045 -0.016 -0.011
Si 0.016 13.663 8.138 -0.012 0.005 0.011
Si 2.77 10.946 8.144 0.005 0.029 0.002
Si 5.508 2.72 8.129 -0.017 0.05 -0.003
Si 8.238 16.388 8.094 -0.018 0.015 -0.007
Si 5.513 8.197 8.138 -0.02 0.039 0.011
Si 8.247 5.455 8.104 -0.008 0.033 0.01
Si 5.527 13.676 8.137 -0.002 0.045 -0.004
Si 8.256 10.941 8.123 0.005 0.009 0.003
Si 10.966 2.695 8.079 -0.011 0.024 0.008
Si 13.683 16.377 8.094 0.006 0.008 0.005
Si 10.97 8.173 8.107 -0.03 -0.001 -0.013
Si 13.687 5.433 8.111 -0.031 0.012 -0.008
Si 10.964 13.647 8.086 -0.013 0.018 -0.005
Si 13.68 10.906 8.119 -0.027 -0.005 -0.005
Si 1.365 4.099 9.503 0.02 0.015 0.009
Si 4.118 1.384 9.504 0.004 -0.009 0.009
Si 1.368 9.581 9.485 0.022 -0.015 0.004
Si 4.112 6.844 9.492 0.003 -0.019 0.004
Si 1.37 15.052 9.49 -0.004 -0.012 0.001
Si 4.126 12.33 9.494 0.002 -0.03 0.001
Si 6.856 4.118 9.476 0.009 -0.026 -0.007
Si 9.586 1.361 9.464 0.011 -0.027 -0.006
Si 6.863 9.591 9.487 0.001 -0.024 -0.009
Si 9.59 6.832 9.477 0.004 -0.016 0.003
Si 6.863 15.062 9.499 -0.005 -0.027 -0.001
Si 9.599 12.316 9.494 0 -0.028 0
Si 12.303 4.082 9.465 0.034 0.01 -0.008
Si 15.033 1.353 9.477 0.024 0.007 -0.008
Si 12.305 9.56 9.49 0.034 -0.002 0.005
Si 15.032 6.821 9.493 0.039 0.008 0.01
Si 12.308 15.026 9.467 0.018 -0.01 -0.007
Si 15.035 12.293 9.483 0.028 -0.026 0.007

Results
total energy: -115454.769 eV
total energy less fixed offsets of O -438.35, Si -107.03 eV per atom: 11.571 eV
